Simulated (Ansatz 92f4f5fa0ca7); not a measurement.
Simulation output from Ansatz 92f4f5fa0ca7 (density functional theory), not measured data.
Periodic cell of 236 atoms, Si145O89As2, from a study of silicon, its oxide and their interface. The atomic structure is a simulated model.
Doubt: the cutoff is far below the 930 eV that the study's wrapper takes by default for these files, so forces and energies are approximate.

Settings: functional PBE; potential files Ansatz PAW; basis plane waves; wave-function cutoff 580 eV; density cutoff ratio 5; exchange-correlation grid ratio 1; k mesh 1 x 1 x 1, Gamma-centred; self-consistency stop 5e-08 eV per atom in the density residual; occupations fixed; spin none; net charge 0.

Cell vectors (angstrom)
a, 11.6015, 0, 0
b, 0, 10.938, 0
c, 0, 0, 32.0622

Atoms and the computed forces on them: element, x, y, z (angstrom), force x, y, z (eV/angstrom)
Si, -0.2282, -0.0112, 23.3134, -0.0976, 0.0382, 0.0067
Si, 3.652, 0.2276, 23.3078, 0.096, -0.0485, 0.2246
Si, 7.5218, -0.1066, 23.4548, -0.0545, -0.0028, -0.0996
Si, 1.6582, 1.4284, 23.431, 0.0918, -0.0266, -0.0495
Si, 5.718, 1.4504, 23.2417, -0.0898, -0.0583, 0.0744
Si, 9.4065, 1.2635, 23.3698, 0.0844, 0.004, -0.0017
Si, 0.1609, 5.3415, 23.4432, -0.0186, -0.037, -0.0379
Si, 4.0975, 5.363, 23.4322, 0.0811, -0.0739, 0.0336
Si, 8.0277, 5.6272, 23.5379, 0.0509, -0.0296, 0.0265
Si, 2.138, 6.6451, 23.3617, -0.0045, 0.0511, -0.0219
Si, 5.9579, 6.8027, 23.4979, -0.0803, 0.0433, -0.0072
Si, 9.9972, 6.8903, 23.599, -0.0606, 0.0245, 0.0065
Si, 1.8761, 2.7205, 25.3843, -0.0127, 0.0156, 0.0092
Si, 5.8174, 2.6958, 25.2906, -0.0112, 0.0127, -0.0462
Si, 9.6066, 2.7286, 25.264, -0.0163, -0.005, -0.0353
Si, 11.5736, 4.0528, 25.3856, -0.0171, 0.0386, 0.037
Si, 3.8746, 4.008, 25.343, -0.0091, 0.0588, -0.0328
Si, 7.7225, 4.1329, 25.3536, -0.0011, 0.0141, 0.0292
Si, 1.9532, 8.1727, 25.2167, 0.0276, 0.0272, -0.0104
Si, 5.7799, 8.1786, 25.4006, 0.0193, 0.0198, -0.0095
Si, 9.702, 8.2796, 25.4384, 0.0202, 0.0013, 0.0124
Si, 11.6244, 9.5857, 25.2772, 0.0152, -0.0043, -0.015
Si, 3.8607, 9.595, 25.1946, -0.0023, 0.0302, -0.1192
Si, 7.6836, 9.5404, 25.4099, 0.021, -0.0047, 0.0156
Si, 11.6439, 0.0127, 27.2123, -0.0158, -0.0005, -0.0014
Si, 3.8961, -0.0262, 27.1829, -0.0009, -0.0101, 0.0126
Si, 7.7567, 0.0032, 27.2874, 0.0141, -0.0159, -0.0049
Si, 1.9761, 1.3384, 27.2701, -0.0207, 0.0083, 0.0303
Si, 5.826, 1.3413, 27.2231, -0.0013, -0.0036, 0.0207
Si, 9.6896, 1.3551, 27.2037, -0.0005, 0.0051, -0.0088
Si, 11.5782, 5.4889, 27.2512, -0.0012, 0.011, -0.0029
Si, 3.8381, 5.4411, 27.2372, -0.017, -0.0117, -0.0095
Si, 7.71, 5.4811, 27.283, -0.0095, -0.0086, 0.0062
Si, 1.925, 6.8357, 27.1918, -0.006, -0.0023, -0.0105
Si, 5.7566, 6.8071, 27.2977, 0.0208, 0.0066, 0.0239
Si, 9.6483, 6.8372, 27.2953, -0.0197, 0.0179, 0.0274
Si, 1.9406, 2.7309, 29.1793, -0.0456, 0.0064, -0.0401
Si, 5.7908, 2.723, 29.151, 0.0096, -0.004, 0.0351
Si, 9.6793, 2.7311, 29.1451, -0.0215, -0.0082, 0.0444
Si, 0.0072, 4.1026, 29.1672, 0.0111, -0.0054, -0.0109
Si, 3.8595, 4.0912, 29.1751, 0.0279, 0.0226, -0.0083
Si, 7.7294, 4.083, 29.1818, 0.0192, 0.0017, -0.0395
Si, 1.9356, 8.1934, 29.1419, -0.0031, 0.001, 0.0074
Si, 5.7888, 8.2043, 29.1933, 0.0336, -0.0011, -0.0713
Si, 9.6699, 8.2196, 29.2008, 0.0201, -0.0209, -0.0718
Si, 0.0079, 9.5717, 29.1459, -0.0034, 0.0333, 0.0504
Si, 3.868, 9.5658, 29.1393, -0.0419, 0.0697, 0.1074
Si, 7.7318, 9.5573, 29.1942, -0.0263, 0.0119, -0.0279
Si, 0, 0, 31.0965, 0.0408, 0.0076, -0.0889
Si, 3.8672, 0, 31.0965, -0.0208, 0.0135, -0.1326
Si, 7.7343, 0, 31.0965, -0.0279, 0.1048, 0.1498
Si, 1.9336, 1.3673, 31.0965, -0.0207, -0.084, 0.1059
Si, 5.8008, 1.3673, 31.0965, -0.0001, -0.0077, -0.0729
Si, 9.6679, 1.3673, 31.0965, 0.0166, -0.0599, -0.0892
Si, 0, 5.469, 31.0965, 0.0162, 0.0036, 0.0231
Si, 3.8672, 5.469, 31.0965, 0.0227, 0.0555, 0.0431
Si, 7.7343, 5.469, 31.0965, -0.0033, 0.0031, 0.0589
Si, 1.9336, 6.8362, 31.0965, 0.0041, -0.0015, -0.1139
Si, 5.8008, 6.8362, 31.0965, -0.0253, -0.09, 0.1731
Si, 9.6679, 6.8362, 31.0965, 0.0497, -0.1268, 0.1889
Si, 1.9336, 2.7345, 0.9679, 0.0443, 0.0611, 0.0446
Si, 5.8008, 2.7345, 0.9679, -0.0251, 0.0379, -0.1985
Si, 9.6679, 2.7345, 0.9679, 0.0191, 0.0443, 0.0291
Si, 0, 4.1018, 0.9679, -0.0997, 0.0042, -0.1192
Si, 3.8672, 4.1018, 0.9679, 0.0366, 0.0125, 0.0426
Si, 7.7343, 4.1018, 0.9679, 0.0764, 0.0564, 0.0581
Si, 1.9336, 8.2035, 0.9679, 0.0217, 0.0309, -0.0806
Si, 5.8008, 8.2035, 0.9679, 0.0218, 0.0611, -0.0502
Si, 9.6679, 8.2035, 0.9679, -0.0296, 0.0798, 0.0986
Si, 0, 9.5708, 0.9679, -0.0077, 0.0348, -0.0051
Si, 3.8672, 9.5708, 0.9679, -0.0097, 0.0073, 0.0596
Si, 7.7343, 9.5708, 0.9679, 0.0592, -0.0432, 0.0002
Si, 11.6218, 0.0259, 2.8915, -0.0032, -0.0007, 0.0018
Si, 3.8702, 0.0076, 2.9135, 0.0161, -0.0205, -0.0097
Si, 7.7576, 0.0061, 2.8922, -0.0038, -0.0076, -0.0027
Si, 1.95, 1.3869, 2.9098, 0.0092, -0.0025, -0.007
Si, 5.8271, 1.3439, 2.8558, 0.0019, 0.0154, -0.0064
Si, 9.6725, 1.3742, 2.9131, -0.0017, 0.0088, -0.0004
Si, 11.5775, 5.497, 2.8661, 0.0049, 0.0001, 0.0031
Si, 3.8932, 5.4829, 2.9014, 0.0043, 0.0009, -0.0016
Si, 7.7554, 5.5012, 2.8889, 0.0035, -0.0064, -0.0045
Si, 1.9298, 6.8048, 2.8671, 0.0109, 0.0032, -0.0047
Si, 5.8269, 6.8441, 2.8886, -0.0044, 0.0097, -0.0169
Si, 9.6717, 6.8928, 2.9418, 0.0055, 0.0082, -0.0138
Si, 1.944, 2.8218, 4.8005, -0.0041, -0.0093, 0.0011
Si, 5.8639, 2.7153, 4.7512, 0.0029, -0.0056, 0.01
Si, 9.6263, 2.7784, 4.8312, -0.0022, -0.008, 0.0073
Si, 11.5682, 4.1088, 4.7576, -0.0001, 0.0128, 0.0126
Si, 3.9461, 4.0868, 4.8106, 0.0038, 0.014, -0.0042
Si, 7.7494, 4.1937, 4.8459, -0.0346, -0.0002, 0.0088
Si, 1.917, 8.1421, 4.7928, -0.0033, 0.0042, 0.0194
Si, 5.8408, 8.2412, 4.79, 0.0149, 0.0066, -0.0057
Si, 9.6893, 8.3145, 4.8784, 0.0044, -0.0022, 0.0173
Si, 11.6618, 9.6429, 4.8438, -0.0127, 0.0036, 0.0085
Si, 3.8505, 9.4697, 4.781, -0.0083, 0.0058, 0.0078
Si, 7.7506, 9.6682, 4.8793, 0.0027, 0.0129, 0.008
Si, 11.6459, 0.2093, 6.7275, 0.0263, -0.0398, -0.0277
Si, 3.7849, -0.0726, 6.6441, 0.0062, -0.0041, -0.0049
Si, 7.7513, 0.0571, 6.9004, -0.0025, 0.0021, -0.0251
Si, 2.0882, 1.493, 6.7295, -0.0482, -0.0046, 0.0083
Si, 5.7424, 1.2646, 6.6274, 0.018, 0.003, -0.0006
Si, 9.7023, 1.5017, 6.8322, -0.0144, -0.0161, 0.0069
Si, 11.5644, 5.4763, 6.661, 0.0132, -0.0056, -0.022
Si, 4.0116, 5.4215, 6.7746, 0.0183, 0.0077, -0.0108
Si, 7.7795, 5.6415, 6.7876, 0.069, -0.0307, -0.0334
Si, 2.0049, 6.6287, 6.6314, -0.0011, 0.0018, -0.0013
Si, 5.8525, 6.954, 6.7499, -0.0313, -0.0238, 0.0199
Si, 9.7962, 7.0111, 6.8628, -0.0436, -0.0178, -0.0229
O, 10.0629, 7.92, 8.259, 0.0271, 0.0366, 0.0381
O, 7.6939, 9.926, 8.1991, -0.011, -0.0023, 0.0158
O, 7.5283, 4.602, 8.0674, 0.0075, -0.0192, -0.0213
O, 3.3708, 10.3089, 8.1807, -0.0011, -0.0144, 0.003
O, 2.0443, 7.5075, 8.0255, 0.0031, 0.0102, 0.0313
O, 4.0308, 4.5712, 8.228, -0.0061, -0.0007, 0.0019
O, 9.9095, 2.3952, 8.234, 0.0054, -0.0046, 0.0092
O, 2.638, 2.3229, 8.1024, 0.0082, 0.0084, 0.0059
O, 11.4366, 4.5719, 8.0441, -0.0161, -0.0224, 0.0243
O, 5.3865, 2.3396, 7.8379, 0.0008, -0.0089, -0.0063
O, 5.8535, 7.9621, 8.0853, 0.0113, -0.0076, -0.0053
O, 11.4298, 10.227, 8.0738, 0.0047, -0.012, 0.0286
O, 11.1461, 10.1768, 21.8285, 0.0348, -0.0737, -0.0779
O, 3.2116, 10.4932, 21.8473, -0.057, -0.1361, -0.2155
O, 5.6867, 7.8486, 22.2234, -0.0001, -0.0239, 0.0249
O, 4.2129, 4.5226, 21.9856, -0.0022, -0.0166, -0.0241
O, 7.6017, 9.7425, 22.1677, 0.0121, 0.0086, 0.0154
O, 10.2362, 7.7391, 22.1951, 0.0164, -0.0259, 0.0053
O, 1.6494, 2.3561, 22.0444, -0.0486, 0.0015, 0.0573
O, 5.9058, 2.4847, 21.9336, -0.0049, 0.0104, -0.0471
O, 8.5067, 4.6946, 22.236, -0.0155, 0.0263, 0.0307
O, -0.0352, 4.4244, 22.0498, -0.02, 0.0186, 0.0281
O, 2.3025, 7.4462, 21.9212, -0.0066, -0.0216, 0.0016
O, 9.1351, 1.8566, 21.8391, -0.0139, -0.0279, 0.0028
Si, 1.9475, 7.7423, 9.6091, -0.0243, -0.022, -0.0692
As, 4.8272, 0.5772, 17.8422, -0.0815, 0.1043, 0.1256
Si, 2.4521, 5.2467, 13.945, -0.088, -0.0247, 0.003
Si, 10.4979, 3.789, 14.0207, 0.004, 0.0108, 0.0022
Si, 8.2087, 2.2343, 15.2049, 0.0804, 0.0418, -0.0731
Si, 9.5491, 2.2086, 20.3059, 0.0383, 0.0464, 0.0823
Si, 10.6043, 3.6291, 9.0691, -0.0023, 0.018, -0.0108
Si, 0.1517, 2.3298, 11.5388, -0.0075, 0.0197, -0.0295
Si, 10.9753, 8.1241, 15.4133, -0.009, -0.0799, -0.0068
Si, 5.1571, 6.7456, 13.8278, 0.0627, -0.2927, -0.1765
Si, 5.7684, 2.6246, 11.101, 0.0144, 0.0242, -0.0635
Si, 8.5306, 7.6608, 19.4198, -0.0173, -0.0183, 0.1229
Si, 8.1551, 4.8374, 20.6528, -0.0005, -0.0108, -0.0258
As, 5.8607, 9.5966, 15.013, 0.3622, -0.188, -0.2193
Si, 2.0167, 7.7594, 20.3537, -0.0663, -0.0157, -0.0063
Si, 1.8905, 4.9905, 18.7946, -0.0592, -0.0228, 0.0734
Si, 4.4766, 3.5996, 18.0748, 0.1349, 0.0783, 0.1846
Si, 8.415, 8.8855, 16.7937, 0.1293, 0.0345, 0.169
Si, 0.8306, 9.4293, 13.2912, -0.064, -0.0543, -0.0581
Si, 10.03, 10.6482, 11.5986, 0.0349, -0.0195, -0.0858
Si, 5.3525, 3.7768, 21.0754, 0.0034, 0.0019, 0.0513
Si, 0.548, 5.4328, 16.2099, -0.0162, -0.0235, 0.0096
Si, 10.857, 9.1026, 9.085, -0.0094, -0.0077, -0.0486
Si, 6.4933, 8.9127, 21.2926, -0.0519, 0.1002, 0.0262
Si, 7.1363, 7.0775, 11.3924, 0.0169, -0.0136, -0.0482
Si, 2.7193, 0.6809, 12.2079, -0.0379, 0.0222, -0.0878
Si, 10.7826, 8.7713, 21.0671, 0.0512, 0.045, 0.0062
Si, 6.0088, 4.2371, 15.5946, 0.0114, 0.0808, 0.0063
Si, 7.1368, 0.3813, 12.8188, 0.0411, 0.1197, -0.0236
Si, 4.078, 2.9671, 8.5841, -0.0128, 0.0236, -0.0134
Si, 0.8747, 6.6916, 11.8964, -0.006, -0.0107, -0.0344
Si, 6.5971, 9.0538, 9.0564, 0.0262, 0.0044, -0.0427
Si, 0.6861, 3.2836, 21.1129, 0.0106, 0.0117, -0.0017
Si, 9.7761, 6.5054, 12.8963, 0.0025, -0.013, -0.0376
Si, 7.793, 4.4992, 9.6702, 0.0119, 0.029, -0.0391
Si, 3.8638, 10.1507, 20.3958, 0.056, 0.057, 0.0874
Si, 4.2537, 2.9244, 13.5289, 0.014, 0.0704, -0.0492
Si, 3.869, 9.9733, 9.7044, 0.0134, -0.0177, -0.0609
Si, 7.9729, 0.7931, 18.0413, 0.0979, -0.1002, 0.0541
O, 11.4787, 3.1658, 12.8942, 0.012, -0.0078, 0.0065
O, 9.4072, 4.4078, 9.8744, -0.0096, -0.0153, 0.0012
O, 8.7859, 3.5767, 19.8569, -0.03, 0.0076, -0.0182
O, 3.7596, 0.4189, 19.3024, 0.14, 0.051, 0.0674
O, 11.2354, 4.4164, 15.3305, -0.0039, 0.0077, -0.0069
O, 9.9075, 9.7776, 10.2198, -0.0387, 0.0323, 0.0584
O, 3.8622, 1.387, 13.1458, 0.0389, -0.0496, 0.0397
O, 0.585, 9.0738, 14.8655, 0.001, 0.0127, 0.0137
O, 6.4487, 1.1916, 18.5036, -0.2427, 0.0801, -0.0029
O, 4.7559, 3.3127, 19.6537, -0.01, -0.0068, -0.1794
O, 6.3002, 1.184, 11.6643, 0.009, -0.085, 0.0718
O, 0.5885, 8.607, 9.8782, 0.0101, 0.0103, 0.016
O, 5.6671, 4.3222, 17.1974, 0.0071, -0.0255, -0.0243
O, 8.4075, 7.154, 12.3753, -0.0017, 0.007, 0.023
O, 4.4152, 2.6537, 10.1555, 0.0066, -0.0177, 0.0171
O, 2.0232, 5.4966, 15.4952, 0.0289, 0.0007, -0.0141
O, 3.367, 0.0182, 10.8795, -0.0123, 0.0131, 0.0516
O, 5.8407, 6.9976, 12.3686, -0.0219, 0.0191, 0.0736
O, 2.1179, 6.4767, 19.3861, 0.0045, 0.0038, -0.018
O, 0.6521, 4.8926, 17.7407, 0.0209, 0.0057, -0.022
O, 8.5538, 10.8306, 12.2155, -0.0505, -0.023, 0.0273
O, 5.4849, 10.0804, 9.6477, -0.0109, 0.0108, 0.0046
O, 0.5086, 8.3334, 20.2464, 0.0113, -0.0028, 0.0025
O, 9.6548, 2.5002, 14.5349, -0.0403, -0.0025, -0.009
O, 1.9909, 10.5502, 13.1878, 0.0359, -0.0086, 0.0367
O, 9.9336, 9.0688, 16.2225, -0.0391, -0.0008, -0.0349
O, 6.3203, 9.9823, 13.2945, -0.1215, -0.1378, 0.2405
O, 7.3497, 1.2966, 14.172, -0.031, -0.0157, 0.0637
O, 1.6509, 3.9687, 20.0197, 0.0028, -0.008, -0.0266
O, 5.9129, 5.662, 14.8043, -0.0108, 0.048, 0.0018
O, 7.3908, 8.7207, 15.5384, -0.2307, 0.105, -0.1454
O, 1.6518, 1.7512, 11.6468, 0.0053, -0.0163, 0.0077
O, 7.2229, 8.3424, 10.3707, -0.0106, -0.0301, 0.0603
O, 4.1169, 2.1462, 17.4131, 0.0254, -0.207, -0.1108
O, 7.0432, 3.2015, 10.2806, 0.0028, -0.0293, 0.0276
O, 11.5511, 6.9404, 16.3647, -0.0219, 0.0423, -0.0151
O, 7.9997, 10.1338, 17.7496, -0.0588, -0.0422, -0.1506
O, 3.3112, 8.4876, 10.0853, -0.0005, 0.0037, 0.0074
O, 7.5257, 3.6947, 15.4171, -0.0055, -0.0222, 0.0096
O, 3.2213, 4.6044, 17.9679, 0.0522, -0.0497, -0.0454
O, 2.8399, 3.7036, 13.6432, 0.0321, 0.0197, 0.0138
O, 1.3732, 8.1164, 12.5071, 0.0015, 0.0202, 0.0469
O, 1.1691, 5.5526, 13.0041, 0.0295, 0.0164, 0.039
O, 4.9394, 8.1324, 14.6492, -0.0219, 0.3358, 0.1212
O, 11.1716, 2.4032, 20.303, -0.0074, 0.0042, -0.0138
O, 11.0096, 9.9194, 12.6688, 0.0312, 0.0035, 0.0212
O, 5.2982, 3.5125, 12.3992, -0.0206, -0.0133, 0.0159
O, 5.0085, 3.1096, 14.9511, -0.0235, -0.0649, 0.0626
O, 6.5217, 4.8483, 20.6486, 0.0002, 0.0142, -0.0043
O, 8.4007, 1.5289, 16.6515, -0.0537, -0.0091, -0.0132
O, 10.6291, 1.1843, 11.2926, 0.0008, -0.0293, -0.0174
O, 10.8633, 6.6363, 11.6752, -0.0049, -0.0068, 0.0127
O, 3.1267, 8.8237, 19.8118, -0.0354, -0.033, 0.0161
O, 1.7198, 6.4031, 10.5229, 0.0127, -0.0088, 0.024
O, 7.1057, 8.1195, 20.0367, 0.0476, -0.0391, -0.0299
O, 8.4157, 7.5841, 17.7973, -0.0258, 0.0477, -0.1319
O, 3.6681, 6.2008, 13.5002, 0.0428, 0.0787, 0.0338
O, 9.5648, 4.9468, 13.3352, -0.0252, -0.0127, 0.0139
O, 5.4578, 9.9748, 20.649, 0.0231, -0.0419, -0.0107
O, 10.2469, 7.3935, 14.1608, 0.0021, 0.0162, 0.0365
O, 8.8168, 6.1587, 19.9804, 0.0009, 0.0146, -0.0208
O, 7.175, 5.7722, 10.4357, -0.0351, 0.0408, 0.07
O, 9.0666, 1.09, 19.2247, -0.0862, 0.0115, -0.0779
O, 11.7056, 3.2291, 10.1873, 0.0006, -0.0191, 0.0005
O, 9.6405, 8.7669, 19.9015, -0.0217, -0.0242, -0.0217

Results
free energy: -152498.157 eV
free energy less fixed offsets of As -4856.12, O -568.88, Si -635.61 eV per atom: 7.853 eV

The program warned: the cutoff lies below the one the program advises for these potential files; the exchange-correlation potential is rough where the density is thin.
